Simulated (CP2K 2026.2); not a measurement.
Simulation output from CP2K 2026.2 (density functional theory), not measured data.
Periodic cell of 534 atoms, Si358O176, from a study of silicon, its oxide and their interface. The atomic structure is a simulated model.
Doubt: the forces sum to 2.84 eV/angstrom along one axis rather than to zero, so they err by at least 0.0053 eV/angstrom per atom on average; the grid cutoff is modest.

Settings
functional: PBE
method: Gaussian and plane waves
basis set: DZVP-MOLOPT-SR-GTH
pseudopotentials: GTH-PBE
grid cutoff: 350 Ry, relative cutoff 50 Ry
k points: Gamma only
occupations: fixed
spin: none
net charge: 0

Cell vectors (angstrom)
a	16.4025	0	0
b	0	16.4025	0
c	0	0	35.5812

Atoms and the computed forces on them: element, x, y, z (angstrom), force x, y, z (eV/angstrom)
Si	0.507	16.232	35.521	0.169	-0.087	0.073
Si	3.266	2.377	35.487	-0.173	-0.158	0.463
Si	0.267	5.355	35.49	-0.129	0.038	-0.182
Si	3.008	8.538	0.056	-0.154	0.217	0.177
Si	0.722	10.842	0.094	-0.264	0.48	-0.137
Si	2.629	13.988	0.247	-0.117	-0.112	0.275
Si	5.37	0.076	0.128	-0.032	-0.04	0.113
Si	7.957	3.142	35.317	0.245	0.004	0.218
Si	5.471	5.077	35.388	-0.087	-0.058	0.618
Si	8.154	8.206	0.264	-0.106	0.141	-0.022
Si	6.098	10.605	0.076	0.034	-0.168	0.36
Si	8.608	13.22	0.183	-0.185	0.123	0.203
Si	11.413	15.737	35.541	-0.121	0.251	-0.213
Si	13.654	2.519	0.061	-0.093	0.104	-0.283
Si	10.454	6.034	35.408	-0.347	-0.257	0.467
Si	13.483	8.322	34.712	0.159	-0.195	-0.397
Si	10.614	10.891	0.071	-0.403	0.65	0.154
Si	13.039	13.95	35.219	-0.205	-0.539	-0.392
Si	1.595	1.359	1.331	0.125	0.115	-0.363
Si	4.245	3.944	1.443	-0.184	0.019	-0.535
Si	1.519	6.933	1.213	-0.017	-0.138	-0.094
Si	4.391	9.64	1.533	0.102	0.151	-0.352
Si	1.518	12.441	1.578	0.18	0.071	-0.121
Si	4.24	15.048	1.564	-0.07	-0.019	-0.286
Si	7.017	1.379	1.19	-0.133	0.152	-0.285
Si	9.468	4.249	1.183	0.087	-0.02	-0.195
Si	6.668	6.736	1.29	0.093	-0.202	-0.416
Si	9.563	9.493	1.597	-0.035	-0.064	-0.068
Si	7.032	12.172	1.558	0.151	-0.009	-0.332
Si	9.762	14.895	1.402	-0.127	-0.206	-0.22
Si	12.231	1.175	1.301	0.155	0.024	0.064
Si	15.232	3.916	1.253	-0.115	0.136	-0.107
Si	12.199	6.635	1.321	-0.067	0.116	-0.045
Si	15.332	9.757	1.158	0.291	-0.099	-0.077
Si	12.25	12.214	1.184	0.013	0.127	-0.097
Si	15.282	15.171	1.332	0.194	-0.085	-0.046
Si	0.148	2.661	2.706	0.025	-0.099	0.078
Si	2.842	0.01	2.843	-0.039	0.06	0.107
Si	0.089	8.233	2.615	-0.002	0.039	0.002
Si	2.797	5.439	2.647	-0.081	-0.044	-0.187
Si	0.039	13.724	2.832	-0.086	-0.014	0.1
Si	2.924	11.002	2.822	-0.111	-0.003	0.081
Si	5.653	2.643	2.763	0.077	-0.079	-0.027
Si	8.333	16.38	2.61	-0.016	-0.02	-0.032
Si	5.532	8.106	2.833	-0.055	0.063	0.087
Si	8.167	5.491	2.704	-0.028	-0.011	-0.049
Si	5.597	13.6	2.806	-0.022	-0.053	-0.049
Si	8.288	10.857	2.986	0.028	0.044	0.138
Si	10.899	2.728	2.558	-0.15	0.13	-0.147
Si	13.741	16.385	2.695	-0.049	-0.081	0.102
Si	11.078	8.179	2.773	0.15	-0.114	0.052
Si	13.732	5.319	2.597	-0.059	-0.14	0.116
Si	11.049	13.545	2.801	0.107	-0.071	-0.088
Si	13.774	10.961	2.532	-0.03	-0.032	0.053
Si	1.45	4.089	4.063	-0.045	0.035	-0.009
Si	4.221	1.37	4.178	-0.029	-0.066	-0.163
Si	1.444	9.572	4.067	-0.005	0.078	-0.078
Si	4.105	6.766	4.124	-0.005	0.062	-0.016
Si	1.432	15.05	4.187	0.077	0.079	-0.088
Si	4.226	12.323	4.233	-0.024	-0.108	-0.049
Si	6.907	4.087	4.144	0.05	-0.019	-0.137
Si	9.61	1.374	4.029	0.034	0.02	-0.002
Si	6.885	9.462	4.234	0.047	0.018	-0.049
Si	9.615	6.826	4.084	-0.016	-0.101	-0.105
Si	6.959	15.052	4.067	-0.011	-0.034	-0.015
Si	9.674	12.275	4.239	-0.04	-0.061	-0.086
Si	12.331	4.017	4.001	0.076	-0.03	-0.043
Si	15.109	1.34	4.08	0.054	0.048	-0.059
Si	12.453	9.604	4.044	-0.082	0.036	-0.098
Si	15.085	6.8	3.958	0.072	-0.009	-0.125
Si	12.404	14.991	4.111	0.024	-0.054	-0.17
Si	15.045	12.288	4.081	0.058	0.078	-0.1
Si	0.003	0.02	10.923	-0.004	0.003	-0.007
Si	2.727	2.76	10.945	-0.011	0.009	0.005
Si	16.395	5.487	10.947	-0.004	0.001	-0.005
Si	2.721	8.201	10.95	0.007	0.026	0.012
Si	16.397	10.929	10.949	-0.032	0.046	0.002
Si	2.737	13.673	10.945	0.003	0.008	-0.001
Si	5.468	0.007	10.959	-0.007	-0.006	0.001
Si	8.203	2.739	10.951	-0.024	0.009	0.009
Si	5.452	5.467	10.932	-0.007	0.028	-0.005
Si	8.187	8.193	10.921	-0.014	0.059	-0.003
Si	5.462	10.928	10.941	-0.013	0.02	0.006
Si	8.201	13.66	10.954	0.006	0.01	0
Si	10.936	0.007	10.946	0.002	0.023	0.001
Si	13.67	2.748	10.925	0.018	0.014	-0.002
Si	10.936	5.462	10.927	-0.023	-0.001	-0.002
Si	13.664	8.186	10.953	0.005	0.012	0.003
Si	10.933	10.918	10.938	0.001	0.036	-0.003
Si	13.675	13.669	10.93	-0.025	0.004	-0.011
Si	1.346	1.399	12.3	0.003	-0.026	0.004
Si	4.07	4.142	12.322	0.038	-0.025	-0.001
Si	1.345	6.856	12.333	-0.004	-0.009	0.006
Si	4.079	9.574	12.313	0.018	0.009	0.009
Si	1.351	12.314	12.304	0.017	-0.029	0.004
Si	4.089	15.044	12.323	-0.012	-0.004	0.001
Si	6.809	1.401	12.323	0.05	-0.015	-0.007
Si	9.554	4.125	12.304	0.038	0.005	0.005
Si	6.798	6.849	12.292	-0.033	-0.066	-0.014
Si	9.518	9.574	12.297	-0.004	-0.06	0.004
Si	6.81	12.303	12.317	-0.006	0.002	0
Si	9.549	15.051	12.307	-0.036	-0.044	-0.007
Si	12.287	1.399	12.296	-0.007	-0.041	0.003
Si	15.01	4.129	12.301	-0.006	-0.018	-0.012
Si	12.267	6.835	12.313	-0.012	0.001	0.009
Si	15.017	9.57	12.314	0.03	0.009	0.002
Si	12.297	12.303	12.287	0.024	0.035	-0.012
Si	15.027	15.061	12.285	0.015	-0.021	-0.003
Si	16.383	2.782	13.663	-0.02	0.014	0.014
Si	2.701	0.022	13.663	0.025	-0.016	0
Si	16.37	8.219	13.702	-0.041	0.031	0.002
Si	2.716	5.512	13.718	-0.032	0.012	0.042
Si	16.377	13.69	13.655	-0.048	0.024	0.013
Si	2.697	10.937	13.676	-0.017	0.057	-0.011
Si	5.427	2.776	13.685	-0.065	0.021	0.005
Si	8.17	0.02	13.67	-0.015	-0.015	0.023
Si	5.426	8.197	13.683	0.035	0.035	0.006
Si	8.154	5.484	13.651	-0.029	0.048	-0.054
Si	5.444	13.668	13.696	0.042	-0.031	0.02
Si	8.139	10.916	13.695	-0.032	0.094	0.033
Si	10.915	2.763	13.671	-0.042	0.022	0.02
Si	13.657	0.034	13.646	-0.005	0.02	-0.01
Si	10.854	8.191	13.659	0.03	0.051	-0.027
Si	13.623	5.465	13.683	0.059	-0.03	0.02
Si	10.916	13.662	13.64	0.015	-0.018	0.004
Si	13.634	10.933	13.669	0.014	0.005	0.026
Si	1.319	4.152	15.062	0.031	-0.004	0.03
Si	4.034	1.416	15.033	-0.034	0.018	0.013
Si	1.332	9.592	15.074	0.016	0.019	0.022
Si	4.059	6.898	15.119	0.019	-0.053	0.046
Si	1.312	15.078	15.027	0.007	0.006	0.024
Si	4.052	12.294	15.048	-0.012	-0.005	0.048
Si	6.781	4.166	15.041	0.044	0.018	0.011
Si	9.527	1.406	15.02	0.042	0.007	0.029
Si	6.751	9.549	15.086	-0.075	-0.077	0.025
Si	9.466	6.85	15.041	-0.042	-0.098	0.058
Si	6.791	15.077	15.051	-0.003	0.003	0.005
Si	9.536	12.304	15.008	0.015	0.023	0.003
Si	12.25	4.121	15.082	-0.014	0.021	0.107
Si	14.988	1.442	15.012	-0.004	-0.073	0.009
Si	12.195	9.586	14.994	-0.038	-0.069	0.002
Si	14.959	6.861	15.039	0.021	0.009	-0.007
Si	12.277	15.054	14.976	0.022	-0.018	0.019
Si	15.014	12.31	15.019	0.037	0.047	-0.015
Si	16.35	0.097	16.362	-0.004	0.022	0.148
Si	2.672	2.777	16.436	0.053	0.004	0.169
Si	16.36	5.552	16.419	-0.039	0.007	-0.058
Si	2.67	8.264	16.52	-0.062	0.05	0.036
Si	16.36	10.963	16.425	-0.013	-0.049	0.116
Si	2.678	13.698	16.376	0	-0.016	-0.028
Si	5.378	0.052	16.4	-0.028	-0.04	-0.082
Si	8.111	2.755	16.373	0.051	0.038	0.047
Si	5.472	5.551	16.467	-0.134	-0.06	0.191
Si	8.118	8.189	16.476	-0.018	0.025	0.083
Si	5.31	10.855	16.457	0.092	0.118	0.022
Si	8.225	13.722	16.357	-0.038	-0.061	0.073
Si	10.953	0.057	16.336	-0.175	-0.057	0.046
Si	13.656	2.773	16.458	0.024	0.006	0.086
Si	10.787	5.464	16.409	0.04	0.138	0.066
Si	13.487	8.182	16.345	-0.038	-0.071	0.087
Si	10.824	10.897	16.408	0.082	0.047	0.099
Si	13.615	13.672	16.336	-0.057	0.08	0.088
Si	1.225	1.482	17.841	-0.122	0.029	-0.037
Si	4.097	4.145	17.785	0.065	-0.011	-0.196
Si	1.29	6.884	17.862	0.065	-0.102	-0.09
Si	3.919	9.603	18.054	0.049	0.165	0.224
Si	1.363	12.351	17.8	0.023	-0.063	-0.018
Si	3.97	15.115	17.739	-0.138	0.134	0.053
Si	6.729	1.429	17.747	-0.118	0.052	-0.081
Si	9.461	4.053	17.796	0.013	0.032	-0.085
Si	6.778	6.903	17.973	-0.092	-0.035	0.147
Si	9.459	9.548	17.865	0.094	0.039	-0.087
Si	6.805	12.274	17.572	-0.017	-0.114	-0.288
Si	9.591	15.153	17.734	0.157	0.04	0.007
Si	12.286	1.345	17.801	0.116	-0.026	0.004
Si	14.965	4.267	17.794	-0.13	-0.019	-0.109
Si	12.051	6.9	17.797	-0.121	-0.106	-0.051
Si	14.867	9.539	17.64	0.077	-0.048	-0.237
Si	12.213	12.31	17.688	-0.02	-0.06	-0.129
Si	14.966	15.096	17.66	-0.002	0.098	-0.293
Si	16.369	3.09	19.245	0.165	-0.051	0.125
Si	2.544	0.037	19.187	-0.034	-0.078	0.03
Si	16.037	8.082	19.06	-0.309	0.131	-0.465
Si	2.788	5.555	19.134	0.147	0.117	0.216
Si	16.313	13.747	18.964	0.028	-0.03	0.224
Si	2.548	11.148	19.496	0.276	-0.015	0.016
Si	5.418	2.749	19.207	-0.051	0.111	0.194
Si	8.132	0.129	19.048	0.139	-0.195	0.185
Si	5.372	8.282	19.485	0.101	-0.165	0.255
Si	8.162	5.39	19.263	-0.06	-0.15	0.218
Si	5.46	13.672	18.793	0.097	0.029	0.111
Si	8.064	10.989	19.073	-0.104	0.117	0.195
Si	10.849	2.651	19.115	-0.158	0.02	0.197
Si	13.62	16.296	19.154	0.068	-0.014	0.201
Si	10.743	8.243	19.389	-0.02	-0.186	0.152
Si	13.356	5.442	19.09	-0.171	0.062	0.07
Si	10.966	13.73	19.08	0.034	0.033	0.347
Si	13.547	10.908	19.022	0.102	0.135	0.304
Si	1.649	4.14	20.575	-0.016	0.155	-0.006
Si	3.671	1.709	20.391	0.023	-0.215	0.12
Si	0.746	10.398	21.044	0.055	0.691	0.026
Si	4.329	6.455	20.739	-0.129	0.129	-0.266
Si	0.856	15.278	20.47	0.258	0.059	0.066
Si	4.395	12.383	20.388	0.019	0.028	0.075
Si	6.635	4.195	20.697	-0.029	0.06	-0.22
Si	9.547	1.289	20.538	0.041	-0.121	-0.072
Si	6.559	10.04	20.656	0.086	-0.02	-0.042
Si	9.696	6.434	20.725	0.046	0.156	-0.01
Si	6.989	14.823	20.109	-0.02	0.057	0.13
Si	9.214	12.67	20.211	-0.068	0.195	0.179
Si	11.932	4.143	20.54	0.303	0.003	-0.171
Si	14.872	0.971	20.814	0.094	0.016	-0.214
Si	12.319	9.61	20.589	-0.142	0.038	0.125
Si	14.289	7.182	20.309	-0.122	-0.344	0.038
Si	12.779	14.531	20.502	-0.283	-0.297	-0.037
Si	14.964	12.348	20.231	-0.234	0.123	-0.037
Si	15.63	16.169	25.422	-0.029	-0.041	0.306
Si	3.699	0.49	23.222	-0.096	0.071	0.209
Si	15.95	8.105	25.09	-0.03	-0.035	0.301
Si	2.772	9.088	26.772	-0.097	-0.029	0.258
Si	1.412	12.649	24.859	-0.198	-0.026	0.424
Si	1.254	15.181	23.415	0.034	0.03	0.316
Si	6.882	1.735	28.283	0.085	-0.088	-0.052
Si	8.461	3.17	22.959	-0.11	-0.025	0.13
Si	7.98	10.087	23.496	-0.139	0.034	0.172
Si	10.642	11.268	22.725	0.043	0.196	-0.053
Si	11.153	16.008	22.564	-0.149	-0.088	0.113
Si	12.918	2.07	22.9	-0.065	0.324	0.022
Si	9.128	6.058	23.673	0.052	-0.045	0.265
Si	14.363	6.273	23.154	-0.102	0.046	0.261
Si	7.489	9.842	26.241	-0.003	0.051	0.118
Si	10.634	13.792	24.584	0.001	-0.005	0.204
Si	3.419	2.105	25.706	-0.041	0.019	0.077
Si	8.594	2.43	25.909	0.042	-0.02	0.137
Si	2.129	6.144	22.855	0.098	-0.19	0.112
Si	5.22	10.739	30.662	-0.053	0.022	-0.069
Si	5.148	14.518	22.344	0.125	-0.113	0.013
Si	5.756	13.324	27.128	0.095	0.005	0.19
Si	8.884	3.525	29.824	0.059	-0.071	-0.148
Si	0.077	0.202	28.116	-0.238	0.08	0.248
Si	7.718	5.459	26.254	-0.084	-0.033	0.086
Si	8.755	12.664	26.768	-0.026	0.023	0.148
Si	5.957	12.312	24.126	-0.053	0.077	0.306
Si	8.938	9.148	28.656	0.066	0.162	0.091
Si	11.919	7.058	24.762	0.276	0.066	0.23
Si	1.772	6.259	26.02	-0.128	0.088	0.283
Si	14.514	3.815	24.841	-0.078	0.145	0.276
Si	15.011	12.085	25.75	-0.011	-0.031	0.038
Si	13.372	13.795	31.992	-0.086	0.04	-0.466
Si	13.23	14.7	26.231	-0.02	0.013	0.139
Si	2.495	4.335	28.407	-0.043	0.117	0.178
Si	5.194	15.667	29.005	0.009	-0.166	-0.012
Si	1.344	9.063	22.855	-0.098	-0.301	0.738
Si	2.97	1.098	28.332	-0.051	0.084	0.091
Si	0.95	11.316	27.412	0.025	0.024	0.309
Si	5.07	4.131	27.251	0.155	0.095	0.04
Si	11.005	2.515	27.664	-0.01	-0.094	0.046
Si	10.147	11.738	29.283	-0.004	0.096	-0.016
Si	9.124	6.36	28.828	0.035	-0.005	0.072
Si	12.236	6.788	29.301	0.053	0.036	-0.101
Si	10.627	14.43	30.719	0.127	-0.077	-0.202
Si	11.817	9.627	28.235	0.012	0.028	-0.006
Si	14.617	16.217	30.708	-0.197	-0.216	-0.205
Si	0.192	1.832	25.865	0.056	-0.034	0.233
Si	12.839	5.085	27.054	0.039	0.037	0.073
Si	13.487	9.597	25.72	0.029	-0.037	0.094
Si	13.633	10.909	31.963	0.073	-0.093	-0.292
Si	2.003	11.026	30.235	-0.058	-0.098	-0.137
Si	2.884	4.589	33.786	-0.133	-0.215	-0.164
Si	9.63	16.241	32.868	-0.022	-0.211	-0.261
Si	4.008	9.303	32.867	-0.068	-0.049	-0.424
Si	1.212	5.411	31.17	-0.158	0.207	-0.178
Si	4.149	12.126	33.696	-0.041	-0.007	-0.027
Si	5.133	10.507	27.891	0.033	0.017	0.122
Si	12.181	16.168	28.808	-0.048	-0.063	0.009
Si	9.817	2.767	32.627	0.042	-0.038	-0.183
Si	5.582	13.59	31.438	0.056	-0.206	-0.323
Si	12.27	4.375	33.599	0.183	0.039	-0.055
Si	7.099	15.024	33.644	0.082	-0.09	-0.107
Si	11.79	9.737	34.035	0.064	-0.275	-0.474
Si	15.318	1.453	33.356	-0.013	-0.019	-0.126
Si	3.383	10.515	24.019	0.187	0.097	0.419
Si	15.281	4.539	32.893	0.105	0.058	-0.298
Si	1.583	8.479	31.411	-0.25	-0.045	-0.193
Si	12.653	8.18	31.952	0.179	0.172	-0.148
Si	0.341	10.819	32.658	0.135	-0.134	-0.103
O	1.6	15.046	35.051	0.189	-0.09	0.348
O	0.034	0.503	34.071	-0.072	0.082	0.262
O	3.075	2.96	33.924	0.01	0.313	0.045
O	4.238	1.103	35.108	0.13	0.105	0.361
O	15.765	5.552	34.09	0.228	0.225	0.369
O	1.746	4.814	34.947	-0.034	-0.091	0.084
O	16.106	4.876	31.515	-0.207	-0.123	0.271
O	4.035	8.464	34.279	-0.363	-0.225	0.167
O	0.403	11.447	34.159	0.298	0.023	0.394
O	1.803	9.643	35.375	0.154	-0.161	0.169
O	4.394	13.214	32.498	-0.26	0.057	0.341
O	3.254	12.915	34.769	0	-0.295	0.082
O	5.771	15.58	34.382	0.016	-0.158	-0.039
O	8.135	16.278	33.523	-0.078	0.167	0.335
O	10.87	15.346	29.374	-0.199	0.088	-0.116
O	8.924	2.813	33.993	-0.323	0.085	0.355
O	4.319	5.337	34.172	0.181	0.166	0.099
O	6.688	4.104	34.769	-0.011	-0.094	0.43
O	9.271	7.196	35.018	0.254	-0.132	0.147
O	7.187	9.422	35.085	-0.14	-0.193	0.095
O	5.516	11.525	34.396	0.186	0.032	-0.127
O	3.347	10.777	33.202	-0.284	-0.032	0.209
O	9.565	12.068	35.035	0.272	-0.346	0.552
O	7.781	13.834	34.498	-0.129	0.089	0.216
O	10.75	16.035	34.031	0.314	0.113	0.068
O	14.547	14.153	0.237	-0.014	0.313	0.403
O	14.02	1.504	34.352	-0.312	0.13	0.465
O	15.781	3.017	33.254	0.347	-0.119	0.187
O	11.281	5.63	34.005	-0.224	0.426	-0.264
O	12.743	3.773	35.034	-0.227	-0.273	0.533
O	1.027	7.023	31.031	-0.074	-0.169	-0.213
O	13.72	7.744	33.148	0.088	0.181	0.152
O	13.334	7.087	0.181	0.048	0.151	0
O	14.794	9.121	35.276	-0.14	0.241	0.046
O	12.752	10.921	33.343	-0.3	0.066	0.292
O	13.385	13.671	33.609	0.054	0.069	0.698
O	2.641	2.877	20.958	0.108	-0.054	-0.108
O	1.425	4.895	22.053	0.062	-0.325	-0.121
O	2.097	0.176	23.347	-0.046	0.128	0.18
O	4.196	1.043	21.794	0.022	-0.249	-0.168
O	0.184	9.207	20.107	0.065	0.276	0.336
O	15.978	11.576	21.319	0.335	-0.479	-0.026
O	5.562	5.399	21.002	-0.267	-0.051	-0.121
O	3.623	6.448	22.249	0.096	0.158	-0.295
O	1.216	14.535	21.919	-0.143	-0.267	-0.293
O	16.235	0.076	20.999	-0.181	0.261	-0.135
O	5.5	11.278	21.014	-0.446	-0.062	-0.419
O	4.062	13.565	21.541	-0.099	-0.041	-0.216
O	7.071	3.687	22.239	0.183	-0.147	-0.429
O	8.258	2.25	24.315	0.117	-0.09	-0.125
O	10.246	16.369	21.25	0.028	0.2	-0.034
O	9.157	2.266	21.808	-0.014	-0.051	-0.35
O	7.293	9.595	22.095	-0.192	-0.233	-0.231
O	7.37	11.531	23.964	-0.063	0.052	0.266
O	8.911	6.754	22.196	-0.073	0.016	-0.319
O	7.865	6.089	24.743	-0.089	-0.132	-0.059
O	6.07	15.424	21.347	-0.102	0.234	-0.003
O	8.102	13.783	20.773	0.216	-0.192	-0.585
O	9.814	12.077	21.603	0.2	-0.293	0.14
O	11.986	14.504	31.583	-0.012	0.249	0.144
O	10.931	5.356	21.089	-0.207	0.357	-0.138
O	12.502	3.251	21.826	-0.255	0.143	-0.094
O	13.352	2.789	24.314	-0.314	-0.151	-0.036
O	15.287	2.487	20.365	0.082	-0.199	0.144
O	13.408	8.422	21.029	0.325	-0.171	-0.394
O	11.867	10.44	21.994	0.184	-0.409	-0.539
O	14.75	6.269	21.588	0.294	-0.167	0.481
O	14.848	8.764	26.105	0.262	0.013	-0.125
O	12.376	15.102	21.994	0.241	0.174	-0.07
O	10.298	15.053	23.584	0.054	0.126	-0.247
O	13.889	13.366	21.006	-0.198	0.26	-0.487
O	16.189	12.519	24.692	0.089	0.053	-0.232
O	16.183	15.48	24.051	-0.131	-0.291	-0.134
O	14.143	1.188	22.268	0.166	-0.085	0.066
O	4.139	3.546	26.026	-0.183	-0.013	-0.255
O	4.102	1.59	24.337	0.031	0.189	-0.184
O	2.228	5.866	24.484	0.008	0.146	-0.24
O	15.088	7.528	23.854	0.05	-0.024	-0.253
O	3.796	9.577	27.94	-0.091	-0.132	-0.032
O	1.231	7.462	22.486	-0.364	0.111	-0.105
O	1.942	14.129	24.464	0.198	0.085	-0.191
O	4.453	15.471	23.452	-0.147	-0.31	0.102
O	6.486	0.258	28.847	0.169	0.059	-0.223
O	6.162	13.514	23.083	-0.101	-0.112	0.174
O	10.125	2.08	26.35	0.004	-0.223	-0.136
O	9.393	4.454	23.387	0.197	-0.302	-0.299
O	8.393	3.985	26.327	-0.05	0.124	0.188
O	7.63	1.494	26.84	-0.077	-0.057	-0.1
O	7.664	9.105	24.791	0.162	0.08	-0.229
O	8.587	6.382	27.282	0.034	0.15	-0.136
O	9.605	10.182	23.375	0.005	-0.315	-0.046
O	4.94	12.141	27.93	0.15	-0.164	0.126
O	9.302	13.527	25.503	0.047	-0.08	-0.358
O	11.695	1.018	23.207	0.089	0.103	-0.122
O	14.138	4.609	26.212	0.218	0.025	-0.212
O	12.775	6.379	23.545	-0.03	0.087	-0.25
O	15.905	3.078	25.139	-0.193	0.113	-0.372
O	10.355	6.875	24.38	-0.189	0.002	-0.077
O	14.048	10.971	25.006	-0.084	-0.028	-0.02
O	14.905	4.849	23.671	0.183	0.026	-0.299
O	11.569	10.905	29.238	-0.083	0.133	0.203
O	11.107	12.399	23.835	0.033	-0.34	-0.46
O	13.988	15.916	25.418	0.346	-0.006	-0.372
O	8.493	11.122	26.327	-0.072	-0.234	0.072
O	3.988	0.326	29.341	0.108	0.281	0.099
O	3.733	1.017	26.886	0.305	0.062	-0.175
O	7.763	2.411	29.47	0.125	-0.141	0.081
O	5.709	2.837	28.008	0.066	-0.159	0.301
O	2.541	2.683	28.541	0.162	-0.19	0.149
O	2.983	9.371	22.932	0.069	0.195	-0.139
O	6.144	5.24	26.692	0.068	-0.134	0.149
O	3.387	9.774	25.45	0.208	0.016	-0.308
O	2.17	11.6	23.877	-0.176	0.117	-0.135
O	1.803	12.297	26.409	-0.057	0.149	-0.065
O	5.138	14.752	27.629	-0.124	0.145	-0.132
O	5.164	14.577	30.217	-0.112	0.122	0.101
O	12.962	15.189	27.765	0.381	0.111	-0.056
O	10.193	3.08	28.959	-0.174	0.029	0.323
O	15.716	16.294	29.512	0.215	0.236	-0.021
O	12.119	6.276	26.191	0.061	0.058	-0.186
O	8.787	7.794	29.576	0.124	-0.079	0.157
O	12.563	8.297	28.782	0.045	-0.124	0.186
O	7.776	8.942	27.549	-0.064	0.048	0.005
O	13.256	9.519	31.168	-0.174	-0.218	0.234
O	7.385	13.301	27.407	-0.019	0.212	0.113
O	5.929	10.247	26.487	-0.032	0.016	-0.154
O	8.965	10.581	29.481	-0.026	-0.01	0.128
O	10.332	9.117	27.781	-0.02	0.134	-0.331
O	16.111	15.522	26.918	0.165	0.198	-0.245
O	16.198	1.726	27.499	0.259	-0.248	-0.228
O	1.664	0.144	28.421	0.054	-0.078	-0.009
O	1.752	4.988	27.073	-0.025	-0.096	-0.256
O	12.414	8.628	24.929	-0.255	0.032	0.09
O	12.718	10.185	27.023	0.108	-0.067	0.085
O	15.757	11.506	27.107	-0.058	0.075	0.014
O	4.794	11.236	23.754	-0.139	-0.119	-0.291
O	1.269	11.639	31.569	0.084	-0.058	-0.041
O	15.219	10.914	32.188	-0.222	0.222	-0.125
O	14.151	13.367	26.217	0.08	-0.012	0.003
O	11.818	14.319	25.555	-0.196	0.181	0.004
O	1.725	4.849	29.739	-0.125	0.103	-0.039
O	0.268	6.899	25.919	-0.259	0.275	-0.077
O	6.755	14.398	32.194	0.197	0.183	0.071
O	9.531	15.091	31.712	-0.117	0.213	0.239
O	3.127	8.345	31.885	0.329	0.152	0.215
O	1.546	9.447	30.095	-0.019	0.088	0.077
O	2.715	7.464	26.641	0.238	-0.11	-0.271
O	2.315	5.034	32.323	0.213	0.058	0.53
O	1.417	11.769	28.91	0.104	0.22	-0.072
O	3.633	11.141	30.374	0.092	-0.054	0.217
O	5.33	9.686	31.936	-0.02	-0.02	0.216
O	4.054	4.857	28.32	0.063	0.098	-0.153
O	11.794	1.162	28.084	0.001	0.116	0.176
O	9.117	3.593	31.425	0.17	0.078	0.291
O	9.949	1.232	32.113	0.019	-0.019	0.014
O	14.587	14.73	31.402	0.103	-0.162	0.017
O	8.414	5.056	29.484	-0.117	-0.049	0.205
O	6.074	12.12	30.899	-0.041	0.124	0.351
O	11.963	3.737	27.218	-0.081	0.158	0.155
O	13.228	5.728	28.523	0.098	0.006	0.278
O	9.922	12.587	27.903	-0.019	-0.121	0.017
O	5.586	13.041	25.539	-0.128	0.031	-0.312
O	12.435	6.918	30.928	0.093	0.113	0.266
O	10.748	6.223	28.94	0.046	0.005	-0.194
O	14.953	0.901	31.873	0.044	0.33	0.354
O	13.169	0.164	30.043	-0.151	0.254	0.235
O	1.79	2.16	25.608	-0.11	-0.21	-0.059
O	10.179	12.879	30.442	-0.14	0.078	0.138
O	13.647	4.64	32.716	-0.162	-0.084	-0.057
O	11.346	3.307	32.797	0.151	0.197	-0.201
O	0.609	9.158	24.376	0.063	-0.085	-0.301
O	1.313	9.734	27.147	-0.236	-0.082	-0.155
O	13.361	12.343	31.234	-0.076	-0.072	0.07
O	11.288	8.736	32.739	0.017	0.023	0.481
O	0.736	9.216	32.604	0.195	0.04	0.02
O	5.864	10.084	29.305	0.088	-0.013	0.066
Si	0.039	0.007	5.508	-0.01	-0.023	-0.003
Si	2.798	2.748	5.477	0.062	0.028	-0.006
Si	0.034	5.46	5.397	-0.044	-0.052	-0.06
Si	2.755	8.179	5.473	-0.037	-0.005	-0.079
Si	0.039	10.922	5.441	0.063	0.018	-0.092
Si	2.799	13.676	5.534	0.007	0.053	0.036
Si	5.569	16.37	5.494	-0.043	0.006	-0.017
Si	8.274	2.708	5.477	-0.042	-0.005	-0.056
Si	5.496	5.432	5.492	-0.002	-0.012	-0.04
Si	8.281	8.133	5.541	0.031	0.055	0.045
Si	5.535	10.891	5.554	-0.045	-0.009	0.026
Si	8.267	13.686	5.504	0.068	0.014	-0.013
Si	10.986	16.396	5.417	0.031	0.03	-0.063
Si	13.703	2.702	5.428	-0.022	0.003	-0.069
Si	10.991	5.418	5.406	-0.072	-0.025	-0.054
Si	13.756	8.172	5.391	0.019	0.022	0.035
Si	11.057	10.88	5.502	0.037	0.085	0.032
Si	13.725	13.641	5.504	-0.045	-0.046	0.005
Si	1.408	1.393	6.844	-0.019	-0.022	-0.015
Si	4.131	4.097	6.872	-0.027	-0.014	0.03
Si	1.367	6.819	6.817	0.016	0.017	-0.011
Si	4.11	9.542	6.866	0.013	0.016	-0.028
Si	1.389	12.294	6.841	-0.016	-0.001	-0.03
Si	4.164	15.048	6.879	0	-0.034	-0.031
Si	6.894	1.364	6.856	-0.001	-0.021	0.009
Si	9.625	4.09	6.826	0.046	-0.027	-0.006
Si	6.857	6.797	6.864	0.053	-0.022	0.007
Si	9.642	9.543	6.858	0.014	-0.04	0.005
Si	6.892	12.307	6.87	0.019	-0.036	-0.015
Si	9.628	15.061	6.848	-0.048	-0.03	-0.022
Si	12.333	1.355	6.812	0.037	-0.049	-0.023
Si	15.059	4.104	6.784	0.003	0.02	-0.031
Si	12.35	6.819	6.769	-0.019	0.031	-0.043
Si	15.077	9.544	6.809	0.033	-0.016	-0.017
Si	12.355	12.289	6.873	-0.011	-0.022	0.036
Si	15.072	15.033	6.857	0.052	-0.047	0.016
Si	0.012	2.755	8.187	0.018	-0.001	0.002
Si	2.766	0.018	8.215	0.013	0.006	0.007
Si	0.015	8.188	8.2	-0.011	0.023	0.002
Si	2.734	5.469	8.202	0.017	0.01	-0.008
Si	0.028	13.662	8.216	0.007	0.024	0.006
Si	2.739	10.922	8.216	-0.017	-0.018	0.016
Si	5.499	2.721	8.218	-0.007	-0.005	-0.003
Si	8.243	0.001	8.228	0.012	0.021	0.002
Si	5.48	8.178	8.216	-0.008	0.042	0.008
Si	8.234	5.435	8.208	-0.053	0.005	0.006
Si	5.504	13.661	8.235	-0.033	0.007	0.024
Si	8.253	10.92	8.211	0.022	0.066	0.011
Si	10.972	2.721	8.195	-0.014	0.034	0.014
Si	13.685	16.4	8.202	-0.036	-0.007	-0.005
Si	10.991	8.16	8.197	-0.039	0.027	-0.004
Si	13.695	5.465	8.167	0.02	-0.004	0.003
Si	10.967	13.667	8.215	0.006	0.004	-0.011
Si	13.712	10.904	8.209	-0.024	0.053	-0.001
Si	1.36	4.12	9.575	-0.007	-0.01	0.004
Si	4.113	1.384	9.594	0	-0.009	0.008
Si	1.362	9.563	9.579	0.019	0	-0.005
Si	4.088	6.836	9.576	0.002	-0.02	0.005
Si	1.387	15.049	9.572	0.009	-0.02	0.004
Si	4.104	12.3	9.578	0.017	0.002	0.001
Si	6.846	4.099	9.583	0.026	-0.025	0.001
Si	9.588	1.385	9.584	-0.013	-0.04	-0.01
Si	6.84	9.571	9.561	-0.009	-0.021	0
Si	9.581	6.828	9.562	0.027	-0.009	0
Si	6.854	15.046	9.594	0.01	-0.028	-0.006
Si	9.586	12.307	9.581	-0.015	-0.005	0.013
Si	12.319	4.112	9.549	-0.005	-0.019	-0.015
Si	15.042	1.386	9.554	0.004	-0.028	-0.008
Si	12.32	9.551	9.574	0.012	-0.02	0.01
Si	15.034	6.836	9.564	0.003	0.013	-0.008
Si	12.313	15.047	9.579	0.006	-0.021	-0.004
Si	15.052	12.297	9.574	0.034	-0.026	-0.002

Results
total energy: -115454.213 eV
total energy less fixed offsets of O -438.35, Si -107.03 eV per atom: 12.127 eV
